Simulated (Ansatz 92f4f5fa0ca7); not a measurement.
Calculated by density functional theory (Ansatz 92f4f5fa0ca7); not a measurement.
Periodic cell of 210 atoms, Si128O78As4, from a study of silicon, its oxide and their interface. The atomic structure is a simulated model.
Doubt: the cutoff is far below the 930 eV that the study's wrapper takes by default for these files, so forces and energies are approximate.

Settings
functional: PBE
potential files: Ansatz PAW
basis: plane waves
wave-function cutoff: 580 eV
density cutoff ratio: 5
exchange-correlation grid ratio: 1
k mesh: 1 x 1 x 1, Gamma-centred
self-consistency stop: 5e-08 eV per atom in the density residual
occupations: fixed
spin: none
net charge: 0

Cell vectors (angstrom)
a, 10.938, 0, 0
b, 0, 10.938, 0
c, 0, 0, 31.6943

Atoms: element, x, y, z (angstrom)
Si, -0.4554, 0.5731, 24.4126
Si, 6.1158, -0.8132, 24.2297
As, 2.2724, 3.1527, 24.0864
Si, 8.5539, 2.1828, 24.4375
As, 0.4043, 4.9478, 24.0832
Si, 5.05, 5.8905, 24.2051
Si, 3.2167, 7.6009, 24.1144
Si, 7.9392, 8.5206, 24.4633
Si, 1.3538, 1.4828, 25.6049
Si, 6.8145, 1.1385, 25.5609
Si, 4.0423, 4.1149, 25.478
Si, 9.6259, 4.0022, 25.5485
Si, 1.4404, 6.6852, 25.466
Si, 6.8026, 6.8, 25.5673
Si, 4.1474, 9.4249, 25.3938
Si, 9.6282, 9.6209, 25.6209
Si, 2.7725, -0.0314, 26.805
Si, 8.2248, -0.0476, 27.015
Si, -0.0107, 2.7284, 27.0084
Si, 5.4619, 2.6957, 26.8221
Si, 2.7855, 5.4558, 26.9464
Si, 8.2246, 5.4308, 26.8655
Si, 0.0741, 8.1477, 26.848
Si, 5.4726, 8.1822, 26.9479
Si, 4.1018, 1.3673, 28.2761
Si, 9.5708, 1.3673, 28.2761
Si, 1.3673, 4.1018, 28.2761
Si, 6.8362, 4.1018, 28.2761
Si, 4.1018, 6.8362, 28.2761
Si, 9.5708, 6.8362, 28.2761
Si, 1.3673, 9.5708, 28.2761
Si, 6.8362, 9.5708, 28.2761
Si, 0, 0, 29.6433
Si, 5.469, 0, 29.6433
Si, 2.7345, 2.7345, 29.6433
Si, 8.2035, 2.7345, 29.6433
Si, 0, 5.469, 29.6433
Si, 5.469, 5.469, 29.6433
Si, 2.7345, 8.2035, 29.6433
Si, 8.2035, 8.2035, 29.6433
Si, 1.3673, 1.3673, 31.0106
Si, 6.8362, 1.3673, 31.0106
Si, 4.1018, 4.1018, 31.0106
Si, 9.5708, 4.1018, 31.0106
Si, 1.3673, 6.8362, 31.0106
Si, 6.8362, 6.8362, 31.0106
Si, 4.1018, 9.5708, 31.0106
Si, 9.5708, 9.5708, 31.0106
Si, 2.7345, 0, 0.6835
Si, 8.2035, 0, 0.6835
Si, 0, 2.7345, 0.6835
Si, 5.469, 2.7345, 0.6835
Si, 2.7345, 5.469, 0.6835
Si, 8.2035, 5.469, 0.6835
Si, 0, 8.2035, 0.6835
Si, 5.469, 8.2035, 0.6835
Si, 4.1018, 1.3673, 2.0507
Si, 9.5708, 1.3673, 2.0507
Si, 1.3673, 4.1018, 2.0507
Si, 6.8362, 4.1018, 2.0507
Si, 4.1018, 6.8362, 2.0507
Si, 9.5708, 6.8362, 2.0507
Si, 1.3673, 9.5708, 2.0507
Si, 6.8362, 9.5708, 2.0507
Si, 0, 0, 3.418
Si, 5.469, 0, 3.418
Si, 2.7345, 2.7345, 3.418
Si, 8.2035, 2.7345, 3.418
Si, 0, 5.469, 3.418
Si, 5.469, 5.469, 3.418
Si, 2.7345, 8.2035, 3.418
Si, 8.2035, 8.2035, 3.418
Si, 1.2515, 1.5233, 4.6815
Si, 6.8518, 1.38, 4.8894
Si, 4.1152, 4.0561, 4.7114
Si, 9.567, 4.1181, 4.8794
Si, 1.3414, 6.8682, 4.8706
Si, 6.7886, 6.8915, 4.6614
Si, 4.0727, 9.5959, 4.7906
Si, 9.5629, 9.5831, 4.7933
Si, 2.5893, 0.1268, 5.9101
Si, 8.311, 0.0422, 6.2742
Si, 0.1018, 2.8302, 6.3315
Si, 5.4129, 2.7961, 6.21
Si, 2.878, 5.4803, 6.0685
Si, 8.0363, 5.5358, 6.0456
Si, -0.0866, 8.2501, 6.2918
Si, 5.5047, 8.2001, 6.0915
Si, 3.5306, 1.7744, 7.3076
Si, 10.1111, 1.038, 7.5964
Si, 2.1283, 3.7634, 7.49
As, 6.3427, 4.6153, 7.5655
As, 4.5482, 6.48, 7.5106
Si, 8.8872, 7.2959, 7.3341
Si, 0.9562, 10.14, 7.3194
Si, 7.2689, 9.1524, 7.3989
O, 2.3474, 4.3533, 9.0639
O, 3.5278, 1.0326, 8.8186
O, 6.8234, 9.5206, 8.9662
O, 17.1688, 4.004, 17.5857
O, 9.7413, 1.6684, 9.1155
O, 4.2921, 9.7152, 9.8835
O, 7.711, 2.4588, 23.0025
O, 11.083, 11.2327, 22.8755
O, 2.8577, 7.9576, 22.4959
O, 5.6358, 5.5255, 22.6635
O, 5.9377, -0.9303, 22.558
O, 8.5951, 7.9886, 23.0111
Si, -1.8973, 6.1673, 12.99
Si, 2.3688, -2.8554, 13.0829
Si, 23.766, 1.1948, 16.5646
Si, 28.0241, 0.6267, 19.4112
Si, 14.0008, 15.4955, 10.5246
Si, 4.8551, 6.8666, 11.5918
Si, -4.5442, -5.053, 14.2259
Si, 9.1586, -8.3641, 10.3562
Si, -1.5173, -7.1728, 19.4625
Si, 7.3156, -11.2802, 16.8867
Si, -4.7801, -1.7475, 21.1486
Si, 4.7412, 1.0227, 16.9191
Si, 11.5863, 5.9455, 11.779
Si, 13.9138, -0.3555, 9.5054
Si, 19.1816, 1.5174, 14.7133
Si, 32.6762, 2.1895, 13.0699
Si, 10.3352, 0.0031, 21.4623
Si, 6.82, -5.7654, 18.5557
Si, 7.9465, 1.9739, 21.4745
Si, 1.9348, 6.5033, 15.6517
Si, 5.8517, -1.4989, 10.2739
Si, 12.6294, 7.7471, 18.3272
Si, 10.8504, 12.1138, 18.7237
Si, 11.089, 9.9796, 16.8144
Si, 17.7714, 1.0908, 11.9388
Si, 9.0049, 8.2708, 21.4582
Si, -6.9118, 2.4195, 12.4219
Si, -4.8424, -7.465, 16.0455
Si, -1.6759, -5.1873, 10.1219
Si, 2.5681, 7.1184, 21.1071
Si, -11.0429, 6.2546, 20.1668
Si, -8.9641, 21.9959, 12.3874
Si, 13.2069, 3.5586, 14.4966
Si, 7.3001, -14.4431, 16.5848
Si, -5.6777, 6.091, 21.169
Si, 9.9268, 18.4466, 15.3951
O, 13.3741, 6.8196, 17.1845
O, 13.5423, 7.5597, 14.6072
O, 5.471, 7.7174, 21.147
O, 0.2923, -3.9155, 18.7797
O, 22.7231, 0.1631, 15.8544
O, 10.1994, -1.9012, 15.8592
O, 9.8551, 2.4665, 18.5733
O, 5.6922, 4.7129, 15.0894
O, 29.4658, 11.7976, 13.3648
O, 3.6501, -5.0419, 20.947
O, 13.5288, 7.9778, 19.6886
O, 4.9803, 1.3173, 18.5136
O, 7.7631, 1.8719, 10.841
O, 3.2859, -21.4887, 16.6886
O, 9.3738, -3.4047, 13.8443
O, 8.8109, 0.5862, 21.5123
O, 27.7651, 7.9025, 10.8555
O, 8.3894, -6.1701, 18.714
O, 7.412, 0.3098, 18.3962
O, 8.3737, 0.3307, 15.8377
O, 10.7142, 4.6613, 19.8672
O, 10.2263, -0.1358, 17.9474
O, 10.8752, -4.9343, 10.3108
O, 6.5999, 1.6441, 20.6106
O, 7.4537, 19.9289, 16.9695
O, 12.2795, 1.5785, 18.0557
O, -2.4305, 6.3677, 11.4536
O, -5.1302, -0.0515, 16.3305
O, 13.0356, 2.5371, 15.7297
O, 3.2437, 1.0451, 12.7927
O, -8.6119, 5.0193, 15.1764
O, 6.6438, 17.5652, 17.8364
O, 1.3153, -1.7817, 17.6142
O, 4.2688, 16.626, 10.5932
O, 3.6577, -3.1445, 12.1609
O, -8.9722, -5.9087, 11.6372
O, 5.5803, -4.7789, 12.8606
O, 1.9713, 9.6806, 8.5786
O, 1.0731, 7.4111, 12.3476
O, 6.0854, 5.2818, 20.016
O, 14.5415, 3.0979, 10.9982
O, 4.8729, 2.4096, 16.0804
O, -3.5192, 2.7371, 15.4293
O, 0.3145, -15.2695, 15.5691
O, -4.4822, -3.7189, 15.1889
O, 2.1292, -1.2704, 13.1829
O, -8.9164, -0.0231, 10.7745
O, 11.9458, -7.6856, 13.5133
O, 17.298, -0.363, 11.347
O, -1.995, -6.7906, 9.8859
O, -0.6841, 9.3189, 21.2664
O, 9.4381, -4.0778, 20.7662
O, 10.4608, 5.358, 12.8317
O, 5.5376, -0.7712, 20.0039
O, 0.2031, 11.6975, 20.275
O, 10.1768, 2.6306, 11.627
O, 1.0833, 6.4671, 21.2601
O, 7.8979, -5.5814, 13.8151
O, 19.7626, -4.2525, 8.8871
O, 3.6551, -7.5016, 13.6383
O, 7.7127, 8.9256, 20.7249
O, 9.6961, -8.834, 14.2665
O, 16.5379, 2.0851, 12.3028
O, 0.5446, -21.1445, 12.8371
O, 19.7392, 6.833, 16.3568
O, -2.1869, 3.2139, 20.8255

Results
free energy: -145156.852 eV
free energy less fixed offsets of As -4856.12, O -568.88, Si -635.61 eV per atom: -1.652 eV

Forces (eV/angstrom), in the order of the atoms: element, x, y, z
Si, -0.1025, -0.0117, -0.0272
Si, 0.0529, -0.1188, -0.0317
As, 0.0411, -0.0375, 0.0041
Si, 0.0594, -0.0581, -0.0881
As, -0.0115, -0.0035, 0.0916
Si, -0.0201, 0.0395, -0.0195
Si, 0.0618, -0.0383, 0.0193
Si, 0.0099, 0.0345, -0.1377
Si, 0.01, -0.0229, -0.0097
Si, -0.0192, 0.0415, 0.0379
Si, 0.0449, 0.0232, -0.0273
Si, -0.0613, 0.0696, -0.0228
Si, -0.0028, 0.0524, -0.0296
Si, -0.0208, -0.0528, 0.0326
Si, -0.0356, -0.0222, 0.0453
Si, 0.1108, 0.0331, 0.0203
Si, 0.0574, 0.0132, -0.0003
Si, 0.0225, 0.0381, -0.1194
Si, 0.1148, 0.1136, -0.0442
Si, -0.0327, -0.0727, -0.0148
Si, -0.1617, -0.138, -0.0471
Si, 0.0474, 0.0011, -0.0021
Si, -0.0438, -0.0149, 0.001
Si, -0.0494, 0.0172, -0.1158
Si, -0.0304, -0.1512, -0.5573
Si, -0.1916, -0.0953, 0.7479
Si, 0.1524, 0.2362, 0.404
Si, -0.0043, -0.2899, -0.5404
Si, 0.1, 0.1001, 0.4634
Si, 0.1142, -0.0755, -0.4834
Si, 0.3122, -0.1145, -0.5785
Si, -0.1695, -0.3154, 0.6273
Si, -0.0809, 0.0386, 0.001
Si, 0.0379, -0.0014, 0.0214
Si, -0.1005, -0.0096, -0.0097
Si, -0.0332, -0.0538, 0.0539
Si, 0.0627, 0.027, 0.0374
Si, -0.0753, 0.0303, 0.0024
Si, 0.0324, 0.0197, 0.0337
Si, -0.1241, 0.0108, 0.024
Si, 0.0762, -0.0204, 0.0163
Si, -0.0085, -0.0065, -0.014
Si, 0.0506, -0.0502, 0.0118
Si, -0.0263, 0.0396, -0.0195
Si, -0.0118, 0.0509, -0.0222
Si, 0.1099, -0.0701, 0.0176
Si, -0.0308, 0.0022, -0.0228
Si, 0.0276, -0.0552, 0.0125
Si, 0.0428, -0.045, 0.0087
Si, -0.0761, 0.1095, -0.0356
Si, -0.0663, 0.0211, 0.0143
Si, 0.0314, -0.0421, 0.0228
Si, -0.1068, 0.1162, -0.0453
Si, 0.0151, -0.0557, 0.0137
Si, 0.0018, -0.0271, 0.0163
Si, -0.0448, 0.0501, 0.0096
Si, -0.0597, 0.006, 0.001
Si, -0.0613, -0.1934, -0.0523
Si, 0.2037, 0.0299, -0.07
Si, 0.0324, 0.1235, -0.0068
Si, -0.0636, -0.1988, -0.0397
Si, 0.0156, 0.0612, -0.0003
Si, 0.0537, 0.0716, 0.0087
Si, 0.1362, 0.0165, -0.0316
Si, -0.349, 0.1278, -0.2878
Si, 0.2123, 0.161, 0.494
Si, -0.1534, 0.1898, -0.8659
Si, 0.1063, -0.0422, 0.6362
Si, -0.0341, 0.0791, 0.6429
Si, -0.1832, -0.1927, -0.6762
Si, -0.2042, -0.0557, 0.3098
Si, 0.28, 0.4059, -0.4599
Si, -0.0881, -0.0614, 0.0202
Si, 0.0374, 0.0519, 0.0013
Si, 0.1281, 0.1703, -0.0211
Si, -0.0287, -0.0542, 0.0049
Si, 0.0219, 0.0421, 0.0109
Si, -0.0913, -0.0825, -0.0272
Si, -0.0453, -0.0487, 0.0074
Si, 0.0378, 0.0539, 0.0058
Si, 0.1264, 0.0257, -0.0322
Si, -0.0427, -0.0369, 0.0405
Si, 0.071, 0.1218, 0.0313
Si, 0.0418, -0.0858, 0.0344
Si, -0.0284, 0.0241, 0.0964
Si, -0.0118, -0.1253, 0.0086
Si, 0.0342, -0.0971, -0.0389
Si, 0.0066, 0.0811, 0.1412
Si, -0.0407, 0.0008, 0.0959
Si, 0.0052, 0.0584, -0.0076
Si, -0.0557, -0.053, -0.0024
As, 0.0531, -0.0257, -0.0297
As, 0.003, 0.0437, -0.1145
Si, 0.0176, 0.1032, 0.301
Si, -0.0383, -0.1278, 0.1326
Si, -0.0413, -0.0454, -0.0169
O, 0.0423, 0.0252, 0.0692
O, -0.0125, -0.0352, -0.0503
O, -0.0241, -0.014, 0.0176
O, -0.0015, -0.0033, -0.0016
O, -0.0091, -0.0135, 0.0025
O, -0.0197, -0.0055, 0.0223
O, 0.0137, 0.0044, 0.0782
O, -0.0167, 0.0065, -0.0437
O, -0.0291, -0.0105, -0.042
O, -0.0123, 0.0025, -0.0095
O, 0.0181, 0.0062, -0.0022
O, -0.0365, 0.0308, 0.0174
Si, 0.0199, -0.0056, 0.0172
Si, -0.0126, 0.018, 0.016
Si, 0.0108, 0.006, 0.0089
Si, 0.0042, -0.0228, 0.0138
Si, -0.0798, -0.0273, -0.0883
Si, -0.0086, 0.0306, 0.0667
Si, 0.0109, -0.0015, 0.0234
Si, 0.018, -0.0092, -0.0196
Si, -0.0051, -0.004, -0.0167
Si, 0.0013, 0.0089, 0.01
Si, 0.0031, -0.0142, 0.0785
Si, 0.0024, -0.0038, 0.0038
Si, 0.0042, -0.0028, 0.0277
Si, 0.0496, 0.0889, -0.0835
Si, 0.0062, -0.0002, 0.0042
Si, -0.0038, -0.0162, 0.0355
Si, -0.0303, -0.0285, 0.0949
Si, 0.01, 0.0042, -0.0037
Si, 0.0611, -0.0389, 0.0237
Si, -0.0001, 0.019, 0.0184
Si, 0.0241, 0.0327, -0.0758
Si, -0.0047, -0.01, 0.0064
Si, -0.0015, 0.0258, 0.0104
Si, -0.0026, -0.012, 0.0019
Si, -0.0047, -0.0227, 0.0329
Si, -0.0099, 0.0629, 0.0532
Si, 0.0041, -0.0163, 0.0285
Si, 0.0137, 0.0086, 0.0122
Si, 0.0028, 0.0677, -0.1054
Si, 0.0537, 0.0204, 0.0497
Si, -0.0078, -0.0015, -0.055
Si, -0.0098, -0.0022, 0.025
Si, 0.001, -0.0165, 0.02
Si, -0.0038, -0.0125, 0.0106
Si, -0.0188, 0.0103, 0.0564
Si, 0.0049, -0.0062, -0.0026
O, 0.0041, 0.0022, 0.0036
O, 0.002, -0.0078, 0.0014
O, 0.0064, 0.0101, -0.0076
O, 0.003, -0.0045, 0.0329
O, 0.0086, 0.0074, 0.007
O, 0.005, 0.01, 0.0003
O, 0.017, -0.0175, 0.017
O, -0.0032, 0.0043, -0.0132
O, 0.0095, 0.0055, 0.0113
O, -0.0242, -0.0039, -0.0078
O, -0.012, 0.0002, -0.0053
O, -0.0029, 0.0022, -0.0012
O, -0.0073, 0.0152, -0.0019
O, -0.0163, 0.0274, 0.0004
O, 0.0004, -0.0002, -0.0049
O, -0.017, 0.0269, -0.0105
O, -0.0152, -0.0277, -0.0057
O, -0.0036, -0.0026, 0.0103
O, 0.0011, 0.0021, -0.0019
O, -0.006, -0.0009, -0.0061
O, 0.0019, 0.0101, 0.0276
O, 0.0024, -0.0004, 0.0058
O, -0.0019, -0.0022, 0.0344
O, -0.008, -0.0057, 0.0026
O, -0.0028, 0.0055, 0.0016
O, -0.012, -0.0131, -0.009
O, -0.0205, -0.0055, -0.0032
O, 0.0015, -0.0018, -0.0008
O, -0.0038, -0.007, 0.0081
O, -0.0001, 0.0107, -0.0175
O, -0.0005, -0.002, -0.0066
O, 0.0042, 0.0006, 0.0021
O, -0.0014, 0.0035, 0.0013
O, 0.0295, 0.019, -0.0171
O, 0.0183, -0.0234, -0.0422
O, -0.0077, 0.0111, -0.0048
O, 0.0008, -0.0072, -0.0145
O, -0.0377, 0.0443, -0.078
O, 0.0032, -0.0001, -0.0113
O, 0.0137, -0.0052, -0.0102
O, 0.0155, -0.0056, 0.0115
O, 0.0008, -0.0015, 0.0008
O, -0.0048, 0.004, -0.0007
O, -0.0061, 0.0002, -0.0052
O, -0.0025, 0.0003, -0.0099
O, -0.006, -0.0088, -0.0161
O, 0.0086, -0.0114, 0.0309
O, -0.0007, 0.0039, -0.0112
O, -0.0009, 0.0067, 0.0103
O, -0.0315, -0.0146, 0.0151
O, -0.0198, 0.0165, 0.0136
O, 0.0091, -0.0203, 0.0091
O, -0.0144, -0.0027, -0.0112
O, 0.013, 0.0271, -0.0051
O, 0.017, 0.0189, -0.0428
O, 0.0028, 0.0033, -0.0006
O, -0.0193, -0.0238, 0.0207
O, -0.0112, 0.0051, -0.0086
O, 0.0237, -0.0015, -0.1805
O, -0.0058, -0.0002, -0.0062
O, 0.0182, -0.0081, 0.0157
O, -0.0078, 0.0037, -0.009
O, -0.0105, 0.0058, -0.0175
O, 0.0153, 0.0092, -0.0278
O, 0.0075, 0.0061, 0.0038
O, 0.0064, 0.0064, 0.0031

The program warned: the cutoff lies below the one the program advises for these potential files; the forces do not sum to zero within the program's tolerance; the exchange-correlation potential is rough where the density is thin.
